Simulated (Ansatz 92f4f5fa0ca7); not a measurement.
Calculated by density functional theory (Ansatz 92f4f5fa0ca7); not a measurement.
Periodic cell of 224 atoms, Si133O89H1N1, from a study of silicon, its oxide and their interface. The atomic structure is a simulated model.
Doubt: the cutoff is low for norm-conserving oxygen, so forces and energies are approximate.
Doubt: the program's own warning below bears on the result.

Settings: functional HSE06; potential files SPMS norm-conserving; basis plane waves; wave-function cutoff 800 eV; density cutoff ratio 4; exchange-correlation grid ratio 1; k mesh 1 x 1 x 1, Gamma-centred; occupations fixed; spin none; net charge 0.

Cell vectors (angstrom)
a, 10.938, 0, 0
b, 0, 10.938, 0
c, 0, 0, 32.4039

Atoms: element, x, y, z (angstrom)
Si, 0.2795, -0.1872, 24.9541
Si, 5.1945, 0.4713, 24.9462
Si, 2.8801, 2.6432, 25.0302
Si, 7.9249, 2.9853, 24.9382
Si, -0.2218, 5.7594, 24.9257
Si, 5.719, 5.2457, 24.9503
Si, 2.5052, 8.5061, 24.8995
Si, 8.4677, 7.9957, 24.8519
Si, 1.3679, 1.3904, 26.3113
Si, 6.8099, 1.4536, 26.3249
Si, 4.1119, 4.1685, 26.307
Si, 9.5619, 4.1393, 26.2082
Si, 1.3618, 6.9128, 26.2442
Si, 6.8739, 6.8665, 26.2087
Si, 4.1282, 9.6479, 26.1716
Si, 9.5775, 9.5937, 26.2086
Si, 2.7527, 0.0036, 27.6344
Si, 8.1944, 0.0095, 27.5965
Si, -0.0347, 2.7584, 27.6087
Si, 5.4337, 2.7757, 27.6829
Si, 2.7071, 5.5192, 27.6171
Si, 8.2015, 5.4832, 27.6201
Si, -0.0253, 8.2316, 27.6326
Si, 5.4641, 8.2265, 27.5623
Si, 4.1018, 1.3673, 28.9856
Si, 9.5708, 1.3673, 28.9856
Si, 1.3673, 4.1018, 28.9856
Si, 6.8362, 4.1018, 28.9856
Si, 4.1018, 6.8362, 28.9856
Si, 9.5708, 6.8362, 28.9856
Si, 1.3673, 9.5708, 28.9856
Si, 6.8362, 9.5708, 28.9856
Si, 0, 0, 30.3529
Si, 5.469, 0, 30.3529
Si, 2.7345, 2.7345, 30.3529
Si, 8.2035, 2.7345, 30.3529
Si, 0, 5.469, 30.3529
Si, 5.469, 5.469, 30.3529
Si, 2.7345, 8.2035, 30.3529
Si, 8.2035, 8.2035, 30.3529
Si, 1.3673, 1.3673, 31.7201
Si, 6.8362, 1.3673, 31.7201
Si, 4.1018, 4.1018, 31.7201
Si, 9.5708, 4.1018, 31.7201
Si, 1.3673, 6.8362, 31.7201
Si, 6.8362, 6.8362, 31.7201
Si, 4.1018, 9.5708, 31.7201
Si, 9.5708, 9.5708, 31.7201
Si, 2.7345, 0, 0.6835
Si, 8.2035, 0, 0.6835
Si, 0, 2.7345, 0.6835
Si, 5.469, 2.7345, 0.6835
Si, 2.7345, 5.469, 0.6835
Si, 8.2035, 5.469, 0.6835
Si, 0, 8.2035, 0.6835
Si, 5.469, 8.2035, 0.6835
Si, 4.1018, 1.3673, 2.0507
Si, 9.5708, 1.3673, 2.0507
Si, 1.3673, 4.1018, 2.0507
Si, 6.8362, 4.1018, 2.0507
Si, 4.1018, 6.8362, 2.0507
Si, 9.5708, 6.8362, 2.0507
Si, 1.3673, 9.5708, 2.0507
Si, 6.8362, 9.5708, 2.0507
Si, 0, 0, 3.418
Si, 5.469, 0, 3.418
Si, 2.7345, 2.7345, 3.418
Si, 8.2035, 2.7345, 3.418
Si, 0, 5.469, 3.418
Si, 5.469, 5.469, 3.418
Si, 2.7345, 8.2035, 3.418
Si, 8.2035, 8.2035, 3.418
Si, 1.4855, 1.3337, 4.8819
Si, 6.8239, 1.3919, 4.8001
Si, 3.9998, 4.0931, 4.7964
Si, 9.6214, 4.0409, 4.8487
Si, 1.3732, 6.8052, 4.7689
Si, 6.9548, 6.7327, 4.7344
Si, 4.1466, 9.5117, 4.6783
Si, 9.5504, 9.5996, 4.7793
Si, 2.9878, -0.1357, 6.1927
Si, 8.1511, 0.0161, 6.2055
Si, 0.0168, 2.6542, 6.2984
Si, 5.3803, 2.7187, 6.1255
Si, 2.5389, 5.3633, 6.2332
Si, 8.2923, 5.4195, 6.2519
Si, 0.0481, 8.2069, 6.0767
Si, 5.475, 8.0916, 5.8999
Si, 4.3441, 1.1985, 7.6826
Si, 9.9005, 0.9324, 7.5496
Si, 0.9689, 4.2374, 7.8035
Si, 6.5208, 4.3249, 7.3673
Si, 4.3078, 6.5513, 7.1736
Si, 9.3328, 7.22, 7.4279
Si, 1.3349, 9.6722, 7.4117
Si, 6.8748, 9.2997, 7.3184
O, 9.5939, 6.8642, 24.4259
O, 3.9829, 1.5185, 24.5663
O, 8.0656, 8.2233, 7.5274
O, 2.8905, 1.6696, 8.3522
O, 6.8089, 4.1062, 24.4253
O, 1.3698, 9.6183, 24.4053
O, 5.4565, 5.5258, 7.7584
O, 0.168, -0.1635, 7.6791
O, 6.8077, 3.5282, 8.7953
O, 6.2696, 9.5684, 8.8255
O, 9.7982, 7.3606, 9.0268
O, 1.8704, 9.1843, 8.9095
N, 5.4089, 1.1136, 9.1604
O, 1.7003, 3.7684, 9.2004
O, 9.6232, 1.1873, 9.1385
O, 3.759, 7.4413, 8.4156
O, 7.8723, 8.5819, 23.4312
O, 8.4745, 2.2029, 23.6028
O, 5.0302, 5.8986, 23.6114
O, 2.2648, 3.2823, 23.6446
O, 10.607, 0.5984, 23.6472
O, 0.402, 5.1591, 23.5286
O, 3.1778, 7.8409, 23.5502
O, 5.5105, 14.0935, 19.1451
Si, 11.3885, 2.3814, 20.7937
Si, 7.8317, 9.3931, 22.0172
Si, 2.2558, 5.1737, 13.5364
Si, 12.2537, 7.3828, 16.8093
Si, -0.1078, -4.6247, 9.697
Si, 10.9028, 8.9077, 14.742
Si, -1.4022, -4.9792, 17.6963
Si, 1.6174, 4.4528, 22.7113
Si, 4.5805, 10.9187, 16.9465
Si, 6.8792, 5.8715, 16.2481
Si, 5.7105, 2.7467, 9.7379
Si, 2.7714, 9.2167, 18.6688
Si, 7.7244, 3.5455, 11.6784
Si, 9.0242, 1.086, 10.638
Si, 9.0689, 1.6053, 15.8929
Si, 2.6064, 4.6968, 16.5613
Si, -3.9421, 3.4072, 14.5951
Si, 6.1722, 10.7129, 9.9798
Si, 16.0311, 4.502, 18.3369
Si, 4.9558, 7.1831, 19.8232
Si, -1.5529, 1.1724, 22.7335
Si, 2.1307, 2.3608, 12.4998
Si, 5.4502, 10.9651, 21.9166
Si, 0.0851, 6.9433, 12.7086
Si, 13.7507, 2.6884, 9.6258
Si, 10.9304, 3.25, 17.7852
Si, 8.0763, 7.9723, 19.3731
Si, -6.3727, 1.4775, 14.3339
Si, -2.2544, -1.2456, 16.7135
Si, 2.8869, 7.8778, 12.377
Si, -5.8008, 1.6055, 19.4282
Si, -0.3774, 0.6536, 13.2677
Si, 3.882, 6.6266, 22.7171
Si, 2.7512, 0.4057, 20.7084
Si, 13.5452, 7.8327, 9.4559
Si, 6.2306, 8.6825, 15.3057
Si, 5.088, -1.1612, 12.8445
O, 6.4026, 5.0647, 17.5711
O, -0.5593, -4.6504, 11.3135
O, 6.7099, 4.9616, 14.9314
O, 2.2066, 9.9998, 19.973
O, -0.2656, 5.0705, 8.5955
O, 1.0183, 3.8122, 21.3404
O, 1.4693, 6.6775, 9.6233
O, -5.6048, 0.25, 13.6048
O, 14.1588, 6.4401, 13.1128
O, 8.5518, 11.3075, 16.8254
O, 5.3165, 9.7092, 16.1643
O, -1.4796, 1.1143, 14.3829
O, 2.2953, 3.9846, 12.4249
O, 5.9905, 8.6885, 13.6835
O, 2.6736, 4.4851, 14.9452
O, 6.2993, 2.8399, 11.2512
O, 3.2175, 1.7437, 13.5061
O, 14.8933, 4.1154, 17.2412
O, -3.1119, 13.5988, 15.7878
O, 0.7032, 5.7066, 13.5791
O, 7.7634, 9.1364, 15.5046
O, 0.2975, 2.4478, 19.1728
O, 4.578, 5.6628, 19.3519
O, 7.7305, 5.0968, 11.203
O, 10.8795, 6.59, 17.0705
O, 2.7446, 5.5431, 22.2845
O, 9.0299, 6.6864, 19.0628
O, 1.2616, 7.9964, 12.2771
O, -5.4373, 0.635, 18.1478
O, 7.6147, 0.2762, 10.5521
O, 11.2694, -0.6946, 13.8742
O, 4.2416, 3.4759, 9.7586
O, 4.0446, 8.2757, 19.0361
O, 8.4502, 6.1925, 16.5026
O, 1.3588, 3.9, 17.207
O, -0.8424, 7.8418, 13.7297
O, 5.5392, 2.7595, 14.3336
O, 2.5353, 6.3051, 16.8118
O, 9.8109, 4.4019, 18.0712
O, 4.1787, 1.1302, 15.8737
O, 3.4203, 7.9361, 10.8468
O, 3.5581, -1.7406, 13.0561
O, 8.5327, 10.8498, 22.177
O, -3.0205, 3.3743, 13.276
O, 9.9523, 2.0215, 21.4667
O, 8.5582, 8.5702, 20.8119
O, -5.0325, 1.1604, 20.8105
O, 5.4261, -0.9252, 11.2672
O, 1.3026, 8.148, 15.3464
O, 2.3862, 1.8621, 10.9626
O, 6.5141, 7.5099, 19.4696
O, 1.5303, -2.561, 18.0678
O, 1.4703, 12.138, 21.2806
O, 8.9274, 2.6577, 11.0449
O, 3.206, -0.6195, 17.5572
O, 8.3057, -1.8761, 18.1656
O, 10.1635, -1.6261, 16.1439
O, -0.574, 2.2504, 16.6341
O, 0.6843, 1.8707, 13.0466
O, 6.2726, -1.3348, 21.5414
O, 15.5466, 7.2462, 21.4097
O, 5.897, 0.2744, 23.4652
O, -4.9347, 7.2121, 15.9686
O, 3.5274, 1.4406, 19.6989
O, 3.8197, -0.1001, 21.8488
O, 9.902, 0.3241, 11.799
H, 8.536, 5.6181, 11.3791

Results
free energy: -55234.930 eV
free energy less fixed offsets of H -15.86, N -279.42, O -447.96, Si -113.29 eV per atom: -3.640 eV
gap between the highest filled and lowest empty level on this k mesh: 1.228 eV

The program warned: the cutoff lies below the one the program advises for these potential files; the model core charge is not resolved on the grid; the forces do not sum to zero within the program's tolerance; the potential files have known limits; the exchange-correlation potential is rough where the density is thin.
